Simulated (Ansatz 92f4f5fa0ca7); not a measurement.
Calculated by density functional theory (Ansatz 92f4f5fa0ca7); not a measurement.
Periodic cell of 255 atoms, Si165O90, from a study of silicon, its oxide and their interface. The atomic structure is a simulated model.
Doubt: the cutoff is far below the 930 eV that the study's wrapper takes by default for these files, so forces and energies are approximate.
This geometry differs little from another in the collection (a relaxation step or a small displacement).

Settings: functional PBE; potential files Ansatz PAW; basis plane waves; wave-function cutoff 580 eV; density cutoff ratio 5; exchange-correlation grid ratio 1; k mesh 1 x 1 x 1, Gamma-centred; self-consistency stop 5e-08 eV per atom in the density residual; occupations fixed; spin none; net charge 0.

Cell vectors (angstrom)
a	10.938	0	0
b	0	10.938	0
c	0	0	37.4738

Atoms: element, x, y, z (angstrom)
Si	0	0	0.683
Si	5.469	0	0.683
Si	2.7345	2.7345	0.683
Si	8.2035	2.7345	0.683
Si	0	5.469	0.683
Si	5.469	5.469	0.683
Si	2.7345	8.2035	0.683
Si	8.2035	8.2035	0.683
Si	1.3673	1.3673	2.0503
Si	6.8362	1.3673	2.0503
Si	4.1018	4.1018	2.0503
Si	9.5708	4.1018	2.0503
Si	1.3673	6.8362	2.0503
Si	6.8362	6.8362	2.0503
Si	4.1018	9.5708	2.0503
Si	9.5708	9.5708	2.0503
Si	2.7345	0	35.4223
Si	8.2035	0	35.4223
Si	0	2.7345	35.4223
Si	5.469	2.7345	35.4223
Si	2.7345	5.469	35.4223
Si	8.2035	5.469	35.4223
Si	0	8.2035	35.4223
Si	5.469	8.2035	35.4223
Si	4.1018	1.3673	36.7896
Si	9.5708	1.3673	36.7896
Si	1.3673	4.1018	36.7896
Si	6.8362	4.1018	36.7896
Si	4.1018	6.8362	36.7896
Si	9.5708	6.8362	36.7896
Si	1.3673	9.5708	36.7896
Si	6.8362	9.5708	36.7896
Si	-1.378	-1.5188	28.6704
Si	5.1091	0.5467	27.3225
Si	3.2631	2.1484	27.3637
Si	7.9861	2.9133	27.3184
Si	-0.2929	5.6006	27.3819
Si	5.6996	5.0927	27.2094
Si	2.6221	8.7384	26.775
Si	8.4828	7.8921	27.1996
Si	1.378	1.3096	28.5475
Si	6.836	1.3674	28.6524
Si	4.1277	3.9746	28.5837
Si	9.5086	4.0465	28.6757
Si	1.3345	6.6587	28.6566
Si	6.8183	6.7688	28.4711
Si	4.119	9.6601	28.3948
Si	11.0487	10.6249	27.3657
Si	2.7332	-0.0539	29.9333
Si	8.1948	-0.0671	29.9419
Si	0.0233	2.6844	29.9345
Si	5.5078	2.7294	30.0491
Si	2.7536	5.345	29.9599
Si	8.1646	5.4767	29.9866
Si	0.0566	8.1378	30.0215
Si	5.43	8.1869	29.777
Si	4.0996	1.3235	31.3232
Si	9.5763	1.3198	31.2964
Si	1.3639	4.0376	31.3444
Si	6.844	4.1145	31.3893
Si	4.111	6.8173	31.2421
Si	9.5796	6.7938	31.3497
Si	1.3944	9.5478	31.3524
Si	6.7901	9.5102	31.2626
Si	0.0051	-0.0218	32.6915
Si	5.4654	-0.0462	32.6729
Si	2.7404	2.6914	32.7033
Si	8.2209	2.7054	32.6885
Si	0.0005	5.4249	32.7042
Si	5.4587	5.4921	32.6921
Si	2.7549	8.1595	32.6756
Si	8.1921	8.1877	32.6685
Si	1.3563	1.3531	34.0647
Si	6.8276	1.3453	34.0422
Si	4.0958	4.1013	34.0496
Si	9.5645	4.0794	34.0671
Si	1.3643	6.82	34.0506
Si	6.8342	6.8385	34.0585
Si	4.0961	9.5492	34.0524
Si	9.5577	9.5614	34.0476
Si	2.7445	0.0135	3.4134
Si	8.2234	0.0353	3.4176
Si	-0.0081	2.7477	3.4279
Si	5.4756	2.7536	3.4245
Si	2.7213	5.4657	3.4343
Si	8.2116	5.4764	3.4223
Si	0.0121	8.2012	3.4227
Si	5.4901	8.2276	3.4202
Si	4.0697	1.4205	4.7836
Si	9.545	1.4271	4.8219
Si	1.3245	4.1141	4.8277
Si	6.8754	4.0921	4.8042
Si	4.1111	6.8533	4.7619
Si	9.5752	6.8432	4.7968
Si	1.3686	9.6005	4.7768
Si	6.8593	9.6262	4.7821
Si	-0.0032	0.0577	6.1298
Si	5.5009	0.1102	6.1148
Si	2.6642	2.7247	6.1989
Si	8.1968	2.7572	6.2926
Si	-0.0828	5.4408	6.2242
Si	5.505	5.4909	6.0958
Si	2.7569	8.2404	6.1211
Si	8.2797	8.2953	6.1381
Si	1.2645	1.3584	7.6196
Si	6.7849	1.4018	7.6617
Si	4.1147	4.1166	7.4319
Si	9.5281	4.0955	7.7683
Si	1.3121	6.8916	7.4349
Si	6.8957	6.8994	7.3958
Si	4.1402	9.6901	7.4129
Si	9.6123	9.7062	7.5632
Si	3.8442	1.4109	10.2999
Si	8.1737	0.0181	9.0402
Si	-0.1669	2.5447	9.1752
Si	5.2787	2.7399	8.9741
Si	2.798	5.5872	8.6739
Si	8.1835	5.6922	8.9599
Si	0.1284	8.3586	8.8619
Si	5.6239	8.3859	8.6662
Si	2.7236	-0.0348	8.8579
Si	9.4713	1.1551	10.6736
Si	1.4228	3.4192	10.6404
Si	6.5034	5.1816	10.5562
Si	4.1281	7.1063	9.809
Si	9.5153	7.2048	10.1423
Si	1.8516	9.2395	10.2705
Si	7.1079	9.2936	10.2849
O	5.7309	0.2751	25.8098
O	9.597	6.7397	26.7998
O	2.6646	2.3767	11.0293
O	1.599	11.2477	13.0767
O	10.0931	0.1006	26.0823
O	3.9903	6.6969	23.6399
O	6.0579	3.6635	10.115
O	-0.4193	0.053	11.3211
O	7.0688	5.084	12.0949
O	4.7561	0.5322	11.3923
O	12.9451	15.6383	9.8213
O	5.1887	6.1866	10.7216
O	0.6299	4.0502	11.9808
O	8.324	8.2121	10.8064
O	8.7089	1.8569	11.9906
O	3.0942	8.1606	10.6092
O	0.4607	4.9768	26.0668
O	3.0028	8.5529	25.183
O	8.6907	2.3424	25.9464
O	1.264	9.6402	26.7379
O	5.0557	5.5897	25.7757
O	2.3044	-3.6611	27.4385
O	8.0327	8.5608	25.7623
O	6.6412	9.6724	23.8314
Si	3.3738	5.5956	13.353
Si	9.4574	-6.4214	22.3159
Si	4.585	4.854	17.5775
Si	11.6834	10.1753	12.1443
Si	5.8591	-0.5361	12.0313
Si	3.4823	12.138	22.745
Si	-0.1988	11.589	18.5461
Si	0.0711	7.8685	14.2448
Si	11.1246	-7.4407	19.8087
Si	4.813	8.3397	14.2337
Si	8.8915	-1.731	19.1677
Si	2.6633	-3.3596	23.9055
Si	5.333	6.0105	24.2194
Si	-4.7468	4.4042	13.3044
Si	2.3679	9.1794	15.8494
Si	7.5089	8.3557	24.2247
Si	11.5604	5.6898	12.2474
Si	4.2348	11.4834	20.041
Si	-1.2348	1.8765	15.7541
Si	10.6188	-6.4843	16.9856
Si	9.285	7.2536	16.6003
Si	1.5238	11.9094	14.5842
Si	4.9178	3.9442	22.0336
Si	1.4694	7.8853	21.1852
Si	0.7052	5.1872	24.4712
Si	5.9098	11.0781	24.1981
Si	1.7836	2.5521	24.6453
Si	9.8591	1.4626	25.2342
Si	7.1796	11.4287	20.1102
Si	2.7585	5.1505	20.0907
Si	-4.499	6.4157	15.7147
Si	9.2741	-3.4514	21.7737
Si	2.2136	-1.1408	18.7331
Si	-3.2282	1.6351	13.3039
Si	5.8456	2.8655	19.3913
Si	2.4981	3.7002	15.6421
Si	-2.7577	1.6873	22.7898
O	4.0505	6.9986	13.7568
O	-0.8702	-0.6154	19.319
O	12.4065	8.0793	15.0569
O	4.425	0.1368	23.5318
O	-0.5568	6.0443	16.728
O	6.558	5.1579	14.6912
O	4.4415	1.9985	19.2977
O	2.279	8.8123	17.436
O	2.0712	1.4022	23.53
O	3.7938	4.8508	21.2981
O	2.5247	4.9094	14.5586
O	8.6931	-2.7223	20.4392
O	-1.2134	8.0664	15.2431
O	6.6228	2.8442	13.4082
O	10.4049	-6.6315	18.5936
O	3.8232	3.8082	16.5821
O	1.3515	6.6536	24.2194
O	0.3232	2.2754	25.2929
O	-0.3844	6.3888	11.1581
O	6.8657	3.9991	26.7835
O	3.143	0.6654	21.2458
O	12.8618	6.4675	20.5265
O	10.8256	1.9193	19.5608
O	5.6545	4.7544	23.2338
O	4.2332	2.6356	22.693
O	8.8039	-5.0306	21.7415
O	-2.5031	1.5064	14.78
O	-5.8597	9.3033	12.9577
O	6.0082	3.4962	20.8967
O	0.0524	6.333	13.651
O	4.5768	4.5332	12.9776
O	-0.7063	4.9605	23.6889
O	7.5562	10.1554	19.1583
O	5.6851	0.1562	20.6961
O	14.8429	9.1195	15.3307
O	2.3511	8.35	22.4926
O	-2.7738	0.8417	21.3762
O	10.52	-7.002	21.2394
O	2.9447	2.5258	25.7808
O	12.2791	0.1778	18.3196
O	3.5699	-5.4885	18.704
O	7.096	1.8358	19.1581
O	7.8296	-4.3848	16.5198
O	12.7155	3.8637	19.8511
O	8.7207	8.1913	23.1428
O	0.0317	1.5598	14.7927
O	5.8221	14.9729	18.2724
O	6.7898	1.3889	23.6009
O	10.8841	-3.2592	21.7085
O	2.5207	13.1766	14.8865
O	12.7649	-0.241	15.6202
O	9.4269	1.1266	23.6998
O	9.2126	-2.6258	17.843
O	6.1953	7.8409	14.946
O	1.1825	3.9512	16.5763
O	8.3843	3.3102	22.604
O	1.768	4.0437	23.9784
O	-1.3435	14.4076	16.1561
O	0.0091	9.0194	13.0727
O	-9.3284	9.0152	20.0242
O	5.2139	6.1133	16.7553
O	-1.0217	1.0123	17.1545
O	2.2521	6.0014	12.2203
O	6.8833	0.2537	13.0398
O	3.7319	10.3275	19.0256
O	6.5982	7.0166	24.1592

Results
free energy: -156078.944 eV
free energy less fixed offsets of O -568.88, Si -635.61 eV per atom: -4.094 eV

Forces (eV/angstrom), in the order of the atoms: element, x, y, z
Si	-0.0037	-0.0347	0.0029
Si	0.0067	-0.0035	-0.0021
Si	-0.0206	0.0062	0.0061
Si	-0.0472	0.0282	0.0108
Si	-0.0204	-0.0088	-0.0054
Si	-0.0894	0.0461	-0.0029
Si	0.0042	-0.0558	0.0073
Si	-0.0209	-0.0059	0.0056
Si	-0.0624	0.0715	0.0731
Si	-0.0745	0.0647	0.0134
Si	-0.0107	0.0952	0.0703
Si	0.0346	0.0983	-0.0171
Si	0.0404	-0.0266	0.0015
Si	0.0096	0.0015	0.038
Si	0.0504	0.0524	-0.0045
Si	0.0578	0.0295	0.1144
Si	-0.0027	-0.1197	-0.0143
Si	-0.0179	-0.0334	-0.0132
Si	0.0331	-0.0659	0.1314
Si	0.0181	-0.011	-0.1189
Si	-0.0274	-0.0603	0.0327
Si	-0.0374	-0.0231	-0.0079
Si	-0.0243	-0.0469	-0.0928
Si	0.0246	-0.0044	0.0718
Si	0.0131	-0.0063	-0.0066
Si	0.0146	-0.0023	0.0089
Si	0.0227	0.0271	0.0062
Si	0.0337	-0.0061	0.0072
Si	0.0408	0.0007	-0.0098
Si	0.0542	-0.0057	0.0029
Si	0.0236	0.0212	0.0053
Si	-0.0089	0.0069	0.0035
Si	-0.006	0.0184	0.0014
Si	0.0047	0.0024	0.0166
Si	-0.0068	0	0.012
Si	0.0186	-0.0065	0.0018
Si	0.0005	-0.0294	-0.0171
Si	-0.0132	0.0132	-0.0347
Si	0.0002	0.0041	-0.0104
Si	-0.0025	0.0069	-0.0334
Si	-0.0002	0.0052	0.005
Si	0.0028	0.0111	-0.0056
Si	0.0001	0.0029	0.0025
Si	-0.0018	-0.004	0.0019
Si	0.0044	0.0348	-0.0105
Si	-0.0067	-0.0043	0.0115
Si	-0.0139	-0.0031	0.0052
Si	0.001	-0.0057	-0.0356
Si	0.0116	-0.0068	0.0074
Si	-0.0005	-0.004	0.0005
Si	-0.0017	0.0107	-0.0018
Si	0.0028	-0.0064	0.0104
Si	0.0077	-0.012	0.0065
Si	0.0057	-0.0033	0.0078
Si	0.0049	-0.0151	0.0149
Si	0.0017	0.0114	-0.0007
Si	-0.0034	0.002	-0.0108
Si	0.0013	-0.0003	-0.0061
Si	-0.0097	0.0002	0.0035
Si	-0.0013	0.0011	-0.0104
Si	-0.0052	0.001	-0.0092
Si	0.0017	-0.0022	-0.0001
Si	0.0029	0.0025	-0.0104
Si	0.004	-0.0037	0.0007
Si	-0.0012	-0.0037	-0.0024
Si	-0.0039	0.0037	-0.0089
Si	0.005	-0.0038	-0.0065
Si	0.0002	0.0045	-0.0031
Si	-0.0005	0.0002	-0.0117
Si	0.0073	-0.0087	-0.0011
Si	-0.0071	0.0006	-0.002
Si	0.0016	0.0001	-0.0096
Si	-0.0024	0.0058	-0.0028
Si	0.0011	-0.0021	-0.0015
Si	-0.0048	0.0016	-0.001
Si	0.0043	-0.0007	-0.0038
Si	-0.0006	-0.002	-0.0023
Si	-0.0019	0.004	-0.0021
Si	0.0042	-0.0004	-0.0015
Si	-0.0013	0.0001	-0.0008
Si	-0.001	0.0001	0.0008
Si	-0.0049	0	-0.0017
Si	-0.0041	0.0023	0.0021
Si	-0.0049	-0.0008	-0.0023
Si	0.0026	0.0034	-0.0011
Si	0.002	-0.0002	0.0017
Si	0.0038	-0.0028	-0.0027
Si	-0.0025	-0.0032	0.002
Si	0.011	0.0039	0.0043
Si	0.0085	-0.0042	0.0037
Si	0.0024	-0.0015	-0.0015
Si	-0.0071	0.0048	0.0011
Si	-0.0054	-0.0021	-0.0005
Si	0.0011	-0.0013	0.0018
Si	-0.0048	-0.0011	0.0003
Si	0.007	0.0015	0.0021
Si	-0.003	0.0127	0.003
Si	-0.0186	-0.0107	0.0016
Si	-0.0044	-0.0028	0.0083
Si	0.0061	-0.0043	0.0003
Si	-0.0003	0.0053	0.0035
Si	0.0048	0.0088	0.0096
Si	0.0144	-0.0032	0.0083
Si	-0.0178	-0.0113	0.0084
Si	0	-0.0049	-0.0047
Si	0	0.0082	0.0014
Si	0.0051	-0.0083	-0.0127
Si	-0.0007	0.0018	0.0057
Si	-0.0053	0.0085	-0.0032
Si	0.0003	0.0116	-0.0049
Si	-0.0041	0.0038	0.0114
Si	0.0103	-0.0003	0.0159
Si	-0.021	-0.0199	-0.0118
Si	0.0045	-0.0142	-0.0248
Si	0.0048	0.002	0.0098
Si	0.0027	0.0035	-0.0074
Si	-0.0278	-0.02	-0.002
Si	-0.0061	-0.0018	0.003
Si	-0.028	-0.0046	0
Si	-0.014	-0.007	-0.026
Si	0.0249	0.0129	-0.0067
Si	0.0053	0.0475	0.016
Si	-0.015	-0.0045	-0.0093
Si	-0.0093	0.0134	-0.0025
Si	0.0442	0.0136	0.0045
Si	0.0123	0.0074	-0.0245
Si	0.041	-0.036	-0.0204
Si	0.0177	-0.0448	0.0141
O	0.0027	-0.0005	-0.0239
O	-0.0025	0.009	-0.0001
O	-0.0012	0.0059	0.0058
O	-0.0005	-0.0024	-0.0096
O	0.001	-0.0008	0.0054
O	0.0011	-0.0007	-0.0055
O	0.0058	-0.001	-0.0024
O	-0.0056	-0.0021	0.0028
O	0.0019	-0.0008	0.0021
O	0.0027	0.001	-0.0014
O	0.0042	0.0017	-0.005
O	0.0097	-0.0097	0.0024
O	0.0025	0.0026	0.0006
O	-0.0285	0.0291	-0.0077
O	0.0142	-0.0131	-0.0324
O	-0.0338	0.0188	0.0095
O	0.0018	0.0006	-0.0015
O	-0.0016	0.0015	-0.0006
O	-0.0019	-0.0021	-0.0071
O	-0.0067	-0.0025	0.0055
O	0.003	-0.0023	0.0134
O	-0.0057	-0.0139	0.0052
O	0.0016	-0.0034	0.009
O	-0.001	0.0006	-0.0007
Si	0.0022	-0.0012	0.001
Si	0.0001	-0.001	-0.0014
Si	-0.0004	0.0003	-0.0025
Si	-0.0038	-0.0051	0.0331
Si	-0.0039	0.0045	0.014
Si	-0.0016	0.0004	-0.0035
Si	-0.0014	-0.0003	-0.0021
Si	0.0007	-0.0063	0.0032
Si	0	-0.0014	-0.005
Si	-0.0003	-0.0051	0.0037
Si	-0.0003	0.0008	-0.0051
Si	-0.0012	0.0039	0.0037
Si	-0.0008	-0.0015	0.0018
Si	-0.0023	-0.0001	0.0011
Si	-0.0001	0	0.0059
Si	-0.0002	-0.0016	-0.0012
Si	0.0016	-0.0055	0.006
Si	0.0009	0.0007	-0.0076
Si	-0.0003	-0.0002	0.0067
Si	-0.0006	0.0006	0
Si	0.0002	-0.002	0.0046
Si	0.0054	0.0011	0.0085
Si	0.0016	0.0014	-0.0034
Si	0.0014	-0.0005	-0.0049
Si	0	0.0022	0.0008
Si	0.002	-0.0011	-0.0045
Si	-0.007	0.0012	-0.005
Si	0.0028	0.0001	0.001
Si	0.0002	-0.0005	-0.0069
Si	-0.0011	0	-0.0065
Si	0.0004	-0.0019	0.0022
Si	-0.0019	0.0004	-0.0048
Si	-0.0012	0.0007	-0.0027
Si	-0.0087	0.0039	0.0102
Si	0.001	-0.0007	-0.0054
Si	-0.0004	0.0022	0.002
Si	0.0015	0	-0.0024
O	0.0011	0.0024	-0.0027
O	0.0006	-0.0002	-0.0008
O	-0.0006	0.001	-0.0044
O	0.0013	0.0006	-0.0009
O	-0.0015	0.0016	-0.0029
O	0.0002	0.0015	0.0006
O	0	-0.0005	0.0003
O	-0.0002	-0.0011	-0.0023
O	0.0015	-0.0006	-0.0024
O	0.0003	-0.0003	0.0005
O	-0.0012	-0.0013	-0.0009
O	0.0002	-0.0011	0.001
O	0.0003	0.0019	-0.0055
O	0.001	-0.0008	-0.0021
O	0.0002	0.0001	-0.0016
O	-0.0001	0.0002	-0.0022
O	-0.0016	-0.0043	-0.0035
O	-0.0014	-0.0015	-0.0025
O	0.0026	-0.0011	0.0022
O	-0.002	-0.0044	-0.0003
O	-0.0007	-0.0006	0.0001
O	0.0002	-0.0005	0.0001
O	-0.0001	0.0003	0.0003
O	0.0003	-0.0019	-0.0034
O	-0.0003	-0.0015	-0.0005
O	-0.0001	0.0005	-0.0001
O	-0.0012	-0.0016	-0.0038
O	0.0014	0.0025	-0.0091
O	-0.0005	-0.001	-0.0013
O	-0.001	0.0038	-0.0003
O	0.0003	-0.0014	-0.0012
O	0.0013	0	-0.0022
O	-0.0008	0.0003	0.0001
O	-0.0009	0.0003	0.0009
O	0.0002	-0.0004	-0.0037
O	-0.0002	0.0006	-0.0038
O	-0.0001	-0.0001	-0.0009
O	-0.0003	-0.0001	0.0006
O	0.0041	0.0007	-0.0199
O	0.0022	-0.0022	-0.0004
O	0.0002	-0.0004	-0.0001
O	0.0001	0.0003	-0.0005
O	0.0013	0.0007	-0.0033
O	0.0011	0.0009	0.0001
O	-0.0004	-0.0001	-0.0025
O	-0.003	-0.0006	-0.0064
O	-0.0006	0.0002	-0.0003
O	-0.0018	-0.0018	-0.0017
O	-0.0004	-0.0004	-0.0006
O	-0.0001	-0.0008	-0.0047
O	-0.0002	-0.0011	-0.0051
O	-0.0013	-0.0001	-0.0032
O	0.0003	-0.0018	-0.0019
O	0.001	-0.0002	-0.0042
O	0.0008	-0.001	-0.0021
O	-0.0011	-0.0002	-0.001
O	0.002	-0.0013	-0.0022
O	0.0009	0.001	-0.0019
O	0.0034	0.0066	-0.0126
O	0.0002	0	-0.0003
O	0.0002	0.0005	-0.0015
O	0.0001	-0.0004	-0.0033
O	-0.0008	-0.0007	-0.0039
O	0.0006	-0.0054	-0.0051
O	0.0011	0.0002	0.0007
O	0.0017	0.0014	-0.001

The program warned: the cutoff lies below the one the program advises for these potential files; the exchange-correlation potential is rough where the density is thin.
